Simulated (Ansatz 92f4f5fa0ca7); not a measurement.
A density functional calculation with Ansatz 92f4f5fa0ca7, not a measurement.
Periodic cell of 214 atoms, Si131O81As2, from a study of silicon, its oxide and their interface. The atomic structure is a simulated model.
Doubt: the cutoff is far below the 930 eV that the study's wrapper takes by default for these files, so forces and energies are approximate.

Settings: functional PBE; potential files Ansatz PAW; basis plane waves; wave-function cutoff 580 eV; density cutoff ratio 5; exchange-correlation grid ratio 1; k mesh 1 x 1 x 1, Gamma-centred; self-consistency stop 5e-08 eV per atom in the density residual; occupations fixed; spin none; net charge 0.

Cell vectors (angstrom)
a 10.938 0 0
b 0 10.938 0
c 0 0 31.5432

Atoms: element, x, y, z (angstrom)
Si 10.398 0.5062 24.1961
Si 6.0693 10.4041 24.229
Si 2.1021 3.2643 24.0923
Si 8.7154 2.2494 24.2787
Si 0.4538 5.079 24.1323
Si 5.0538 5.8785 24.2009
Si 3.3782 7.6196 24.161
As 7.7703 8.6372 24.0873
Si 1.2955 1.4239 25.362
Si 6.9266 1.2852 25.4694
Si 4.0151 4.0885 25.3168
Si 9.6332 4.0986 25.4005
Si 1.473 6.8164 25.3559
Si 6.7912 6.9064 25.4545
Si 4.1939 9.4978 25.3472
Si 9.4867 9.6381 25.4579
Si 2.7513 -0.0018 26.6186
Si 8.1789 -0.0263 26.9438
Si -0.0068 2.7426 26.8557
Si 5.4391 2.7102 26.6554
Si 2.737 5.4383 26.8174
Si 8.2173 5.4868 26.6947
Si 0.0127 8.1958 26.6596
Si 5.4671 8.2278 26.8733
Si 4.088 1.3536 28.0512
Si 9.5761 1.371 28.2383
Si 1.3647 4.1093 28.2135
Si 6.8138 4.1036 28.0344
Si 4.1053 6.8125 28.1742
Si 9.594 6.839 28.0753
Si 1.3811 9.5835 28.0286
Si 6.8108 9.5467 28.2808
Si 0.031 -0.02 29.4985
Si 5.4316 0.0308 29.5082
Si 2.7502 2.7149 29.4923
Si 8.1749 2.7624 29.4912
Si -0.012 5.4878 29.5023
Si 5.4854 5.4512 29.4934
Si 2.7194 8.2165 29.4743
Si 8.2339 8.1742 29.5138
Si 1.3673 1.3673 30.8594
Si 6.8362 1.3673 30.8594
Si 4.1018 4.1018 30.8594
Si 9.5708 4.1018 30.8594
Si 1.3673 6.8362 30.8594
Si 6.8362 6.8362 30.8594
Si 4.1018 9.5708 30.8594
Si 9.5708 9.5708 30.8594
Si 2.7345 0 0.6835
Si 8.2035 0 0.6835
Si 0 2.7345 0.6835
Si 5.469 2.7345 0.6835
Si 2.7345 5.469 0.6835
Si 8.2035 5.469 0.6835
Si 0 8.2035 0.6835
Si 5.469 8.2035 0.6835
Si 4.1162 1.3479 2.0533
Si 9.5286 1.3912 2.0321
Si 1.3283 4.1354 2.0483
Si 6.8495 4.0746 2.059
Si 4.0716 6.8694 2.0322
Si 9.5917 6.815 2.0528
Si 1.373 9.5624 2.0612
Si 6.8277 9.5761 2.0612
Si -0.063 -0.0007 3.3207
Si 5.4665 -0.0082 3.4927
Si 2.6943 2.7276 3.3192
Si 8.1838 2.6961 3.5039
Si -0.0257 5.4738 3.521
Si 5.4503 5.4867 3.3012
Si 2.7354 8.2079 3.4899
Si 8.2308 8.191 3.3708
Si 1.2888 1.3669 4.674
Si 6.8382 1.3108 4.9151
Si 4.0671 4.1223 4.6521
Si 9.5304 4.0729 4.89
Si 1.3483 6.8765 4.8869
Si 6.8351 6.8073 4.6904
Si 4.1022 9.5726 4.8858
Si 9.5746 9.5754 4.7496
Si 2.6145 0.0447 6.1105
Si 8.2259 -0.1253 6.2695
Si -0.023 2.6562 6.1994
Si 5.3766 2.7704 6.088
Si 2.7458 5.4393 6.1403
Si 8.094 5.4432 6.1869
Si -0.0073 8.302 6.2351
Si 5.5572 8.1577 6.1528
Si 3.4833 1.9279 7.1919
Si 10.0241 0.8341 7.4732
Si 1.7778 3.6556 7.3512
Si 6.2096 4.5343 7.3895
Si 4.6338 6.3165 7.2575
Si 9.1573 7.2003 7.3234
Si 0.8905 10.1572 7.5273
Si 7.401 8.8956 7.4869
O 4.5648 6.6122 8.8835
O 1.3798 3.9945 8.9322
O 9.7603 6.5703 8.737
O 1.3004 10.1094 9.1603
O 6.0787 4.2354 9.0312
O 3.7023 1.5914 8.7802
O 7.1192 8.9701 9.1324
O 9.6573 1.0868 9.0759
O 8.2387 2.608 22.7494
O 10.9258 5.6521 22.6427
O 5.7987 -0.0934 22.6477
O 5.495 5.5317 22.6393
O 2.2176 2.8967 22.4857
O 3.3542 7.8337 22.5145
O -0.3667 11.1026 22.5739
Si 2.1626 2.9705 12.8714
Si 8.6803 1.3042 10.3574
Si 1.1063 4.5014 15.3289
Si 7.5602 5.5786 12.1886
Si 2.4237 8.1908 21.2309
Si 5.4247 7.7731 12.4688
Si 9.2618 0.4558 15.5103
Si 2.9214 -0.0442 16.6507
Si 10.4586 1.1667 12.6121
Si 7.7967 2.8263 21.2156
Si 9.1334 8.7833 14.4732
Si 1.4646 4.7895 10.3531
Si 4.4816 9.4782 19.134
Si 11.0654 6.1091 21.073
Si 6.6186 10.4485 14.8408
Si 5.4721 0.6621 21.2377
Si 2.3417 9.8124 10.3943
Si 0.5132 10.6448 21.279
Si 5.9831 5.3495 21.1069
Si 3.6401 7.0925 10.1089
Si 9.096 5.6867 14.8093
Si 3.7525 4.1273 19.1121
Si 10.0759 3.6468 19.3314
Si 4.2654 8.6678 15.3509
Si 0.461 1.9158 17.1447
Si 6.8483 7.5395 19.0963
Si 5.3139 3.615 16.7264
Si 7.8387 4.9566 17.4837
Si 6.6704 9.9163 10.383
Si 4.3753 1.0558 10.1297
Si -0.0322 9.0963 11.9165
As 9.112 8.7932 20.8261
Si 4.5526 1.6593 14.5603
Si 2.5837 2.1097 21.1101
Si 6.3307 3.3393 10.3701
Si 3.4797 5.9141 16.7377
Si 9.876 6.5534 10.3515
O 0.1724 2.6248 18.5819
O 2.9337 9.6349 15.5672
O 10.936 4.7407 20.1894
O 7.56 2.3828 9.9183
O 10.9194 5.3577 10.8001
O 6.5965 6.7118 12.8693
O 10.3092 8.0732 10.7974
O 7.6721 9.4558 14.0009
O 8.4008 6.2255 10.9538
O 5.354 10.4877 20.0652
O 2.1593 3.7402 11.4162
O 8.1003 8.5863 19.3424
O 6.4273 6.8065 20.5097
O 5.4983 2.7275 15.3707
O 1.4419 0.9674 20.7746
O 6.0774 9.0308 11.628
O 4.7032 5.0147 16.1429
O 6.6953 3.8014 17.5732
O 10.5374 10.6768 11.8241
O 5.5838 0.491 13.977
O 8.1268 5.0095 15.8965
O 9.7237 9.816 15.6017
O -0.3202 5.209 15.0661
O 1.5667 6.8583 20.8211
O 1.5027 0.6332 17.1487
O 6.6602 1.7139 20.8415
O 0.9964 1.8176 12.8382
O 3.2747 5.5075 18.3289
O 9.513 2.0124 11.5855
O 0.9975 3.0965 16.151
O 8.6309 5.1563 13.3421
O 10.2867 8.5887 13.3298
O 1.4822 9.4166 21.7536
O 10.3918 9.9879 20.1784
O 3.1701 0.2162 10.8945
O 5.0659 2.3784 10.8327
O 1.8053 4.1574 13.9113
O 7.9393 10.8494 10.8422
O 9.1765 4.4948 18.2682
O 5.6419 9.4981 15.7653
O 5.5308 -0.0274 9.7946
O 3.5913 2.2774 13.3647
O 2.0343 5.615 16.057
O 9.7085 1.0451 14.049
O 4.401 6.9346 11.527
O 4.8251 4.6328 20.2226
O 9.9478 1.3474 16.66
O 6.6959 4.3028 11.6424
O 5.5541 8.3845 18.558
O 9.1105 2.7006 20.2577
O 3.6176 1.1333 15.7804
O 4.296 3.1092 17.9245
O 9.8839 7.1539 20.6404
O 3.3541 8.6717 9.826
O 3.9412 7.4285 16.3607
O 7.626 0.4891 15.6962
O 8.9184 7.2914 15.0445
O 4.0435 1.4324 21.3525
O 1.5935 9.1347 11.7003
O 2.3172 6.1632 10.1663
O 7.2722 6.3932 18.016
O 7.2732 4.3598 21.0535
O 4.5566 8.2343 13.7884
O 3.332 8.6767 19.9751
O 2.6497 3.2257 19.9122
O 3.737 10.3627 17.9691

Results
free energy: -139055.028 eV
free energy less fixed offsets of As -4856.12, O -568.88, Si -635.61 eV per atom: 1.402 eV

Forces (eV/angstrom), in the order of the atoms: element, x, y, z
Si -0.1363 -0.0728 -0.0189
Si -0.0201 0.2005 -0.217
Si 0.0142 0.0664 0.1041
Si -0.0598 -0.0697 0.0644
Si -0.002 0.0398 0.0918
Si 0.1828 0.1682 -0.0361
Si 0.0794 -0.0388 0.0503
As 0.0798 -0.1598 -0.3548
Si 0.0183 0.074 0.0893
Si -0.0266 0.0678 0.0894
Si -0.082 -0.054 0.0209
Si 0.1158 0.0089 0.0261
Si -0.0739 -0.0875 0.0283
Si -0.1028 0.114 0.1345
Si -0.0497 0.0261 0.0615
Si -0.1294 0.0568 0.0871
Si -0.0379 0.0096 -0.122
Si 0.3418 0.0687 0.2888
Si 0.0164 -0.0421 0.2065
Si 0.0336 0.0155 -0.1189
Si 0.0656 0.0355 0.1357
Si 0.0026 0.0149 -0.1028
Si 0.0519 0.0621 -0.1491
Si -0.0453 -0.3059 0.2373
Si 0.0037 0.0295 0.0654
Si -0.0875 0.0385 -0.3231
Si 0.0385 -0.1069 -0.3397
Si 0.0234 -0.0705 0.156
Si -0.152 0.1326 -0.0591
Si -0.0298 -0.0185 0.025
Si -0.0228 -0.0294 0.1407
Si 0.0575 0.088 -0.3962
Si 0.0408 -0.0359 -0.0156
Si -0.0026 0.0155 0.0878
Si 0.0191 -0.0021 0.0194
Si -0.0302 0.0574 0.0431
Si -0.0423 0.0195 0.1031
Si 0.0178 -0.0195 -0.0289
Si 0.0056 -0.0702 0.0238
Si 0.0338 -0.0536 0.0304
Si 0.1898 -0.1195 0.114
Si -0.1789 0.1617 -0.0246
Si 0.1382 -0.1663 0.0404
Si -0.1793 0.1438 -0.0433
Si -0.0639 0.2101 -0.0567
Si 0.1111 -0.2315 0.1211
Si -0.2271 0.0703 -0.0403
Si 0.2045 -0.0895 0.1108
Si 0.0698 -0.1472 0.114
Si -0.2414 0.0393 -0.1186
Si -0.2032 0.1492 -0.073
Si 0.0873 -0.1305 0.0855
Si -0.1962 0.134 -0.0896
Si 0.1014 -0.1864 0.154
Si 0.1701 -0.1532 0.1043
Si -0.0528 0.182 -0.0864
Si 0.0181 -0.0054 -0.0281
Si -0.0199 0.0822 -0.01
Si -0.0399 0.0512 0.0394
Si 0.0456 -0.0246 -0.0659
Si -0.0592 0.0304 -0.013
Si 0.0119 -0.004 -0.0228
Si 0.0137 -0.0113 -0.0711
Si 0.0155 -0.0003 0.0573
Si 0.1767 -0.0558 0.3055
Si -0.0196 0.0115 -0.1067
Si 0.0611 -0.0168 0.3265
Si -0.0312 0.0842 -0.1044
Si 0.0108 -0.0072 -0.1413
Si 0.0533 -0.1069 0.377
Si -0.039 0.0262 -0.0923
Si -0.0791 -0.0352 0.1732
Si -0.0327 0.0322 -0.1459
Si -0.0031 -0.0103 0.0963
Si -0.0493 0.0048 -0.193
Si 0.0052 -0.0529 0.1323
Si 0.0446 -0.0227 0.1158
Si -0.0163 0.0086 -0.159
Si -0.0051 -0.0295 0.1022
Si -0.022 0.0104 -0.1009
Si -0.0093 -0.0393 -0.0594
Si 0.0052 -0.0063 0.0046
Si 0.0497 -0.011 -0.0366
Si 0.0326 0.0039 -0.0742
Si 0.0247 -0.0506 -0.0322
Si -0.02 -0.0046 -0.0471
Si 0.0066 0.0194 -0.0358
Si 0.0225 -0.0068 -0.0219
Si -0.0917 0.1173 -0.0282
Si -0.0234 0.0198 -0.0023
Si -0.0243 0.0088 -0.0635
Si -0.0162 0.0044 -0.0003
Si -0.0091 -0.0148 -0.0301
Si 0.0137 0.0121 -0.0153
Si 0.0182 0.0068 0.0275
Si 0.0131 -0.0037 -0.052
O -0.0147 0.0225 0.016
O -0.0048 0.0069 0.031
O -0.0089 -0.0029 0.004
O 0.0059 -0.0041 -0.0328
O 0.0083 -0.035 0.0225
O 0.0182 0.0031 -0.0231
O 0.007 0.0076 0.0375
O -0.0042 -0.0012 -0.0058
O 0.0119 0.0045 -0.0597
O 0.0013 0.0082 -0.1016
O -0.0602 0.1194 -0.1865
O -0.068 -0.0384 -0.0144
O 0.0043 -0.0581 -0.1597
O -0.0099 0.0093 -0.1228
O 0.0727 0.0688 0.152
Si -0.0084 -0.0128 0.0071
Si 0.0189 0.0122 0.0134
Si -0.0027 0.001 -0.0167
Si 0.0014 0.0116 0.0035
Si -0.0086 -0.0007 -0.0025
Si 0.0046 -0.0122 0.0096
Si -0.018 -0.0072 -0.0429
Si -0.0322 0.0032 -0.1099
Si 0.0077 -0.0111 0.0427
Si 0.0856 -0.0015 0.001
Si -0.0026 0.0187 -0.0082
Si 0.0141 -0.0345 0.0017
Si -0.0323 0.0578 -0.0878
Si -0.1042 0.0275 0.0887
Si 0.0491 0.0126 -0.0096
Si -0.0212 -0.0017 0.0895
Si -0.0177 -0.032 0.0357
Si -0.1408 -0.0831 -0.144
Si -0.0131 0.041 -0.0329
Si 0.005 -0.0496 0.0164
Si 0.0537 0.0164 -0.0201
Si 0.0209 -0.0046 -0.1007
Si -0.0104 -0.0209 -0.0229
Si -0.0313 0.0366 -0.0331
Si 0.0092 -0.0088 -0.0848
Si 0.1365 0.0548 0.1671
Si -0.0097 -0.0234 -0.0573
Si -0.0181 0.002 -0.0433
Si -0.0182 -0.0169 0.0364
Si -0.0186 -0.0088 0.0271
Si -0.0158 0.0012 0.0398
As -0.0205 -0.1288 -0.1699
Si -0.0022 -0.0068 -0.0136
Si -0.0455 0.0491 0.0558
Si 0.0596 0.0339 0.007
Si -0.0166 -0.0067 -0.064
Si 0.0018 -0.0204 0.026
O -0.0052 0.0381 0.0691
O 0.0283 -0.0078 0.0246
O 0.0125 -0.0208 -0.0377
O -0.0005 0.0222 0.0129
O -0.0013 -0.0004 -0.0028
O -0.0035 0.0095 -0.0047
O 0.004 -0.0038 -0.0217
O -0.0093 -0.0064 -0.006
O -0.0006 -0.0064 -0.0132
O 0.0083 -0.0043 0.0422
O 0.0063 -0.0056 -0.0051
O -0.0157 0.0348 0.0153
O -0.0452 -0.1096 0.0325
O 0.004 0.0164 0.0204
O 0.0566 -0.0119 -0.0405
O 0.0019 0.033 -0.0332
O 0.0098 0.0021 0.0215
O 0.0223 0.0166 0.0299
O -0.0124 -0.0091 -0.0207
O 0.0011 -0.0122 0.0076
O -0.0123 -0.0157 0.0559
O 0.0123 -0.0029 -0.0062
O -0.0165 0.0016 0.0059
O 0.0255 -0.019 -0.0185
O 0.0194 0.0125 0.0303
O -0.0569 -0.017 -0.0053
O 0.0086 -0.0068 -0.0083
O 0.0126 0.0055 0.0645
O -0.021 0.003 -0.0355
O -0.0125 -0.0063 0.0218
O -0.0116 -0.0006 0.0064
O 0.0034 -0.0007 -0.0068
O 0.0137 0.0212 -0.0089
O 0.1365 0.0728 0.0367
O 0.0053 0.0348 -0.0047
O -0.0411 -0.0328 -0.0109
O -0.0024 0.0011 0.0024
O -0.022 -0.0029 -0.0063
O 0.0216 0.0036 0.0294
O -0.0098 -0.0102 0.0293
O 0.0111 0.0012 -0.0668
O 0.0007 0.0047 0.003
O 0.0252 -0.0054 0.0074
O 0.011 0.0025 0.005
O -0.0031 0.0024 -0.0099
O -0.017 -0.0092 -0.0177
O 0.0105 0.0155 0.0296
O -0.0122 -0.0252 -0.0199
O 0.0177 -0.0098 -0.0342
O 0.0462 0.0234 -0.0302
O 0.0011 -0.0017 0.0359
O -0.0072 0.0012 0.0506
O 0.0493 0.0374 0.0893
O 0.0006 0.0116 -0.0083
O 0.0155 0.0017 0.0377
O -0.0014 -0.0044 0.0202
O -0.0191 -0.0112 0.0099
O 0.0038 -0.0117 -0.0255
O 0.0206 0.0088 -0.0311
O 0.011 0.014 0.013
O -0.0069 -0.0117 -0.0229
O -0.0133 -0.0244 -0.0154
O 0.0093 -0.0074 -0.0131
O 0.0042 -0.0024 -0.0015
O -0.0158 -0.0227 0.0077
O 0.0515 -0.0427 0.1053

The program warned: the cutoff lies below the one the program advises for these potential files; the forces do not sum to zero within the program's tolerance; the exchange-correlation potential is rough where the density is thin.
